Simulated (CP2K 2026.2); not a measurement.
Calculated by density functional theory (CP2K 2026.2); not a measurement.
Periodic cell of 504 atoms, Si360O144, from a study of silicon, its oxide and their interface. The atomic structure is a simulated model.
Doubt: the forces sum to 1.94 eV/angstrom along one axis rather than to zero, so they err by at least 0.0038 eV/angstrom per atom on average; the grid cutoff is modest.

Settings
functional: PBE
method: Gaussian and plane waves
basis set: DZVP-MOLOPT-SR-GTH
pseudopotentials: GTH-PBE
grid cutoff: 300 Ry, relative cutoff 40 Ry
k points: Gamma only
occupations: fixed
spin: none
net charge: 0

Cell vectors (angstrom)
a	16.32	0	0
b	0	16.32	0
c	7.669	-0.5594	33.5984

Atoms and the computed forces on them: element, x, y, z (angstrom), force x, y, z (eV/angstrom)
Si	1.215	-1.065	0.139	0.106	-0.166	0.732
Si	4.386	1.174	-0.235	-0.264	0.267	0.753
Si	0.895	4.258	0.048	0.289	-0.088	0.725
Si	3.952	6.984	0.129	0.053	-0.288	0.749
Si	1.685	-7.153	0.001	-0.298	0.212	0.808
Si	4.278	-4.323	0.102	-0.116	0.147	0.749
Si	6.5	-1.136	0.088	0.16	-0.015	0.735
Si	9.35	1.72	-0.014	0.039	-0.243	0.706
Si	7.093	3.895	-0.08	-0.204	0.137	0.78
Si	9.784	6.547	0.155	-0.073	0.158	0.708
Si	6.465	9.738	0.052	0.179	-0.034	0.707
Si	-6.614	-4.332	-0.079	-0.142	0.224	0.681
Si	-3.71	-1.588	0.097	-0.215	-0.028	0.694
Si	-1.152	0.964	0.226	-0.007	0.21	0.754
Si	-4.257	4.373	0.138	0.084	-0.215	0.701
Si	-1.255	6.495	0.271	0.015	0.234	0.718
Si	-4.379	-6.519	0.062	0.175	-0.063	0.806
Si	-1.47	-3.745	0.058	0.012	-0.172	0.672
Si	2.795	0.154	1.294	0.042	0.015	-0.037
Si	5.489	2.716	1.198	0.018	-0.003	-0.083
Si	2.672	5.346	1.237	-0.022	0.014	-0.061
Si	5.432	8.175	1.466	-0.02	0.004	-0.07
Si	2.707	-5.506	1.362	0.006	-0.006	-0.066
Si	5.383	-2.702	1.407	-0.013	-0.006	-0.03
Si	8.166	0.066	1.245	0.03	0.004	-0.039
Si	-5.421	2.761	1.389	-0.009	0	-0.051
Si	8.171	5.41	1.379	0.016	-0.024	-0.055
Si	-5.455	8.202	1.41	0.024	0.031	-0.047
Si	8.127	-5.44	1.285	0.001	-0.003	-0.034
Si	-5.42	-2.747	1.238	-0.016	0	-0.041
Si	-2.672	-0.121	1.576	-0.012	-0.016	-0.053
Si	-0.102	2.688	1.45	0.004	-0.013	-0.048
Si	-2.752	5.381	1.605	-0.007	0.011	-0.029
Si	0.017	8.143	1.331	-0.005	0.012	-0.065
Si	-2.702	-5.378	1.277	0.004	0.012	-0.081
Si	0.052	-2.655	1.446	-0.006	0.003	-0.049
Si	1.411	1.419	2.731	-0.024	-0.007	0.023
Si	4.085	4.038	2.596	0.017	0.006	0.004
Si	1.363	6.741	2.689	0.011	-0.01	0.015
Si	4.055	9.514	2.799	-0.017	-0.003	0.039
Si	1.371	-4.109	2.71	0.014	0.005	0.014
Si	4.023	-1.316	2.709	-0.008	0.017	0.015
Si	6.803	1.374	2.662	-0.004	0.023	0.014
Si	9.529	4.084	2.779	-0.01	0.002	0.043
Si	6.822	6.787	2.725	0.003	-0.009	0.012
Si	9.449	-6.793	2.721	0.002	0.011	0.024
Si	6.819	-4.053	2.695	0.011	0.005	0.016
Si	-6.789	-1.347	2.586	-0.019	-0.011	0.004
Si	-4.091	1.344	2.735	-0.009	0.003	0.004
Si	-1.418	3.986	2.884	0.028	-0.001	0.026
Si	-4.091	6.868	2.806	-0.009	0.007	0.03
Si	-1.354	-6.774	2.644	-0.024	-0.012	0.012
Si	-4.079	-4.066	2.692	0.017	-0.005	0.028
Si	-1.289	-1.403	2.91	0.011	-0.007	0.042
Si	0.074	0.033	4.136	-0.011	0.013	-0.008
Si	2.766	2.751	4.079	-0.007	0.002	-0.005
Si	0.003	5.42	4.101	0.004	0.003	-0.02
Si	2.696	8.108	4.094	-0.009	0.01	-0.016
Si	-0.013	-5.448	4.06	-0.003	-0.002	-0.008
Si	2.705	-2.713	4.07	-0.015	0.018	0
Si	5.445	0.011	4.044	0.01	0.006	-0.032
Si	8.141	2.71	4.081	0.015	-0.006	-0.006
Si	5.419	5.411	4.015	-0.012	-0.015	-0.007
Si	8.144	-8.165	4.104	0.015	0.013	0.008
Si	5.452	-5.413	4.078	-0.008	-0.002	-0.002
Si	8.189	-2.686	4.022	0.017	-0.006	-0.008
Si	-5.47	-0.024	4.043	-0.004	-0.017	-0.006
Si	-2.777	2.65	4.186	0.002	0.003	0.026
Si	-5.455	5.472	4.127	-0.009	-0.011	-0.015
Si	-2.685	8.214	4.087	0.007	0.003	0.008
Si	-5.451	-5.433	4.047	0.004	-0.011	-0.02
Si	-2.733	-2.765	4.14	0	0	-0.012
Si	1.359	-1.345	16.338	0.001	0.003	-0.012
Si	4.063	1.342	16.309	0	-0.013	-0.013
Si	1.341	4.041	16.32	-0.003	-0.013	-0.008
Si	4.095	6.791	16.351	-0.009	0.01	-0.004
Si	1.381	-6.818	16.308	-0.002	0	-0.011
Si	4.083	-4.076	16.326	0.002	-0.001	-0.005
Si	6.801	-1.366	16.317	-0.006	-0.008	-0.01
Si	-6.798	1.375	16.328	0.005	0.004	-0.008
Si	6.783	4.087	16.324	-0.008	-0.004	-0.014
Si	-6.814	6.834	16.269	-0.005	0.004	-0.011
Si	6.794	-6.813	16.311	0.005	0.001	-0.003
Si	-6.789	-4.083	16.336	0.005	-0.007	-0.004
Si	-4.075	-1.348	16.324	0.003	0.009	-0.008
Si	-1.333	1.365	16.343	0.005	0.003	-0.004
Si	-4.054	4.079	16.292	0.006	0.007	-0.01
Si	-1.364	6.783	16.309	-0.007	-0.005	-0.004
Si	-4.104	9.54	16.291	0.003	-0.011	-0.016
Si	-1.361	-4.049	16.294	0.009	0.005	-0.013
Si	2.707	0.021	17.715	0.018	-0.019	0.004
Si	5.434	2.676	17.657	-0.007	0.011	0.006
Si	2.712	5.387	17.651	0.013	0.003	0.005
Si	5.46	8.164	17.722	0.004	-0.005	0.004
Si	2.754	-5.478	17.673	0.007	0.006	-0.005
Si	5.417	-2.689	17.686	-0.005	-0.01	0.009
Si	8.175	-0.019	17.672	-0.019	0.008	-0.003
Si	-5.433	2.767	17.654	-0.007	-0.007	0.012
Si	8.126	5.518	17.629	-0.003	0	-0.01
Si	-5.449	8.162	17.642	-0.003	0.012	0.024
Si	8.165	-5.474	17.664	0.006	0.003	0.008
Si	-5.425	-2.707	17.697	0	-0.012	0.005
Si	-2.705	0.007	17.677	0.009	0.003	0.021
Si	0.01	2.709	17.756	0.008	0.005	0.008
Si	-2.687	5.396	17.682	-0.002	-0.008	0.001
Si	0.007	-8.177	17.644	0.014	-0.005	0.032
Si	-2.778	-5.365	17.619	-0.008	0.014	-0.011
Si	0.01	-2.726	17.679	-0.013	-0.007	0.015
Si	1.366	1.345	19.144	-0.014	0.005	0.002
Si	4.058	4.007	19.012	-0.025	-0.003	-0.036
Si	1.328	6.712	18.999	0.004	-0.011	-0.03
Si	4.078	-6.832	19.091	-0.001	0.01	-0.016
Si	1.42	-4.092	18.997	0	0.012	-0.036
Si	4.076	-1.308	19.083	0	0.006	-0.023
Si	6.81	1.33	19.015	-0.006	-0.017	-0.022
Si	-6.801	4.207	18.937	0.027	0	-0.031
Si	6.824	6.823	19.106	0.006	0.026	-0.003
Si	-6.794	9.491	19.046	-0.017	0.005	-0.027
Si	6.779	-4.101	18.97	0.002	-0.013	-0.037
Si	9.537	-1.355	19.056	0.002	0.009	-0.011
Si	-4.061	1.41	19.002	0.009	-0.009	-0.034
Si	-1.352	4.068	19.13	-0.01	0.002	-0.012
Si	-4.077	6.778	18.958	-0.011	-0.011	-0.015
Si	-1.383	-6.721	18.873	0.007	-0.006	-0.028
Si	-4.089	-4.049	19.097	0.013	-0.009	-0.009
Si	-1.374	-1.391	19.044	-0.013	0.014	-0.043
Si	-0.026	-0.058	20.439	-0.012	-0.018	0.073
Si	2.732	2.713	20.516	0.019	0.014	0.056
Si	0.001	5.428	20.505	-0.011	-0.025	0.06
Si	2.704	8.031	20.352	-0.002	-0.007	0.05
Si	-0.023	-5.426	20.262	0.002	0.02	0.031
Si	2.746	-2.738	20.407	-0.007	0.012	0.05
Si	5.459	0.038	20.474	-0.004	-0.007	0.036
Si	8.187	2.804	20.21	-0.007	0.004	0.046
Si	5.43	5.374	20.331	-0.019	-0.004	0.057
Si	8.222	8.145	20.512	0.008	-0.005	0.048
Si	5.458	-5.435	20.405	0.011	0.003	0.063
Si	8.146	-2.763	20.327	0.002	-0.033	0.064
Si	-5.406	0.05	20.36	0.014	-0.004	0.06
Si	-2.753	2.73	20.472	0.009	0.006	0.046
Si	-5.466	5.511	20.38	-0.006	0.033	0.044
Si	-2.718	-8.096	20.175	-0.023	0.013	0.033
Si	-5.476	-5.423	20.415	-0.014	-0.008	0.049
Si	-2.727	-2.703	20.49	0.007	0.011	0.052
Si	1.139	-1.654	21.729	0.123	0.155	-0.736
Si	4.405	1.677	21.83	-0.212	-0.281	-0.71
Si	1.575	4.26	21.882	-0.236	-0.144	-0.727
Si	3.832	6.411	21.67	0	0.185	-0.767
Si	1.052	-7.09	21.469	0.078	0.015	-0.725
Si	4.382	-3.816	21.721	-0.177	-0.136	-0.761
Si	6.635	-1.609	21.663	0.066	0.191	-0.698
Si	-6.541	1.738	21.503	-0.021	-0.121	-0.73
Si	6.675	3.876	21.628	0.116	0.204	-0.671
Si	-6.43	7.089	21.867	-0.346	-0.199	-0.74
Si	7.041	-6.561	21.723	-0.12	-0.116	-0.744
Si	9.21	-4.315	21.72	0.207	0.051	-0.754
Si	-3.898	-1.068	21.766	-0.071	-0.235	-0.727
Si	-1.632	1.073	21.724	0.068	0.161	-0.763
Si	-4.363	3.964	21.712	0.296	0.087	-0.659
Si	-1.224	7.145	21.571	-0.006	-0.272	-0.686
Si	-4.211	-7.002	21.581	0.048	0.238	-0.738
Si	-1.07	-3.888	21.702	-0.248	-0.085	-0.739
Si	0.124	7.355	-5.013	0.116	0.05	0.074
Si	6.596	-5.983	-7.247	0.115	0.017	0.023
Si	4.74	-2.245	-4.363	0.046	-0.019	-0.014
Si	-5.076	-6.406	-5.833	0.039	0.048	-0.088
Si	3.443	-4.23	24.687	0	0.06	-0.095
Si	6.56	-4.79	-4.575	-0.063	-0.01	-0.096
Si	-1.562	-3.2	-4.986	0.052	-0.019	-0.027
Si	4.297	0.733	24.802	0.115	0.158	-0.199
Si	-5.239	-2.966	23.799	0.015	0.093	-0.079
Si	-1.815	6.746	26.24	0.003	0.017	-0.022
Si	0.721	3.069	-2.881	-0.103	0.049	0.135
Si	-6.967	7.056	-2.812	-0.039	0.054	0.02
Si	-3.627	3.752	-2.851	-0.022	-0.013	0.071
Si	7.067	-7.277	-2.913	0.085	0.004	0.132
Si	-4.573	0.938	25.923	0.017	0.048	-0.039
Si	-1.828	1.356	-2.691	0	0.107	0.09
Si	-2.321	-0.465	-4.969	0.107	0.035	-0.082
Si	-7.828	-2.281	-1.915	0.011	-0.074	-0.002
Si	1.269	7.313	25.916	0.039	0.094	-0.024
Si	-7.096	6.659	24.964	0.098	0.024	-0.184
Si	7.617	4.148	24.557	0.028	-0.08	-0.13
Si	-2.433	3.812	-7.188	0.118	-0.05	0.052
Si	-7.67	1.734	-5.037	0.015	-0.027	0.046
Si	-0.514	3.104	23.746	0.121	-0.057	-0.029
Si	0.116	-6.963	-2.616	0.059	-0.116	-0.016
Si	-2.943	-5.175	23.73	0.042	-0.028	-0.128
Si	-5.569	-0.194	-1.879	0.022	0.03	0.027
Si	5.503	7.077	-4.611	-0.012	-0.058	0.064
Si	-2.558	5.391	23.649	-0.078	0.063	-0.07
Si	-1.315	4.72	-4.517	0.022	-0.154	0.048
Si	-4.25	7.825	-4.087	-0.077	-0.025	-0.056
Si	2.409	-6.775	24.126	-0.028	-0.075	-0.014
Si	7.11	-0.699	24.54	0.038	0.067	-0.144
Si	-2.514	-5.173	-6.954	-0.072	-0.005	-0.044
Si	-2.535	-8.073	-1.829	-0.011	0.007	0.128
Si	5.23	-8.14	23.79	0.034	0	-0.136
Si	6.751	2.753	-7.268	-0.07	0.014	-0.096
Si	-5.21	0.034	-5.058	0.019	0.018	0.081
Si	-7.361	-4.53	-6.288	-0.124	-0.143	0.024
Si	2.673	-2.719	-2.114	-0.017	-0.019	0.114
Si	2.983	6.469	-6.078	-0.018	-0.048	-0.136
Si	7.057	-7.959	26.005	0.022	-0.047	-0.09
Si	0.062	-1.343	-6.53	-0.009	0.058	0.098
Si	-4.784	5.798	-6.403	-0.097	-0.025	0.112
Si	3.135	-1.353	-6.87	-0.083	0.033	-0.013
Si	2.123	-1.335	24.657	-0.01	-0.079	-0.283
Si	-7.072	-1.617	-6.717	0.008	0.037	0.093
Si	-0.003	-4.155	-2.699	0	0.024	0.187
Si	5.18	5.289	-2.121	0.021	0.001	0.107
Si	3.66	2.88	-2.852	0.033	-0.098	0.131
Si	7.464	-0.909	-4.424	0.008	0.025	0.128
Si	-7.166	1.483	24.37	-0.015	0.003	-0.011
Si	-6.454	4.413	-4.187	0.134	0.029	-0.004
Si	4.411	3.608	-5.673	-0.002	0.041	0.076
Si	1.381	-1.37	5.475	0	-0.008	0.013
Si	4.101	1.362	5.431	-0.009	-0.011	0.002
Si	1.386	4.086	5.451	0.006	0.004	0.016
Si	4.085	6.767	5.425	-0.007	-0.008	0.011
Si	1.342	9.502	5.425	-0.011	-0.002	0.006
Si	4.089	-4.055	5.427	0.011	-0.007	0.01
Si	6.811	-1.35	5.401	0.001	-0.004	0.001
Si	9.502	1.339	5.424	-0.002	0.007	0.01
Si	6.777	4.076	5.42	0.006	0.013	-0.002
Si	9.503	6.814	5.475	0.012	0.007	0.023
Si	6.786	-6.792	5.442	-0.01	-0.004	0.013
Si	9.524	-4.059	5.408	0.002	0.009	0.005
Si	-4.099	-1.362	5.437	0.003	0.011	0.006
Si	-1.345	1.337	5.491	0.012	-0.008	0.02
Si	-4.108	4.085	5.478	-0.011	0.008	0.013
Si	-1.351	6.813	5.438	-0.002	-0.005	0.006
Si	-4.084	-6.777	5.433	-0.004	0.001	0.006
Si	-1.363	-4.119	5.467	0.004	-0.003	0.01
Si	2.748	0	6.806	0.003	-0.006	0.007
Si	5.443	2.72	6.805	0	0.002	-0.003
Si	2.733	5.437	6.818	-0.001	0.003	-0.003
Si	5.43	-8.17	6.787	0	0.004	0.002
Si	2.717	-5.441	6.767	-0.005	-0.001	-0.002
Si	5.455	-2.705	6.782	-0.001	0.008	0.001
Si	8.152	-0.006	6.795	0.01	-0.002	-0.007
Si	10.85	2.707	6.804	-0.006	0.005	0
Si	8.132	5.436	6.798	-0.006	0.003	0.005
Si	10.886	-8.146	6.803	0.005	-0.003	0.004
Si	8.165	-5.426	6.778	0.007	-0.002	-0.002
Si	10.87	-2.718	6.802	0.003	-0.003	-0.002
Si	-2.726	-0.025	6.816	0.01	-0.003	0.006
Si	0.015	2.727	6.812	-0.004	0.004	-0.003
Si	-2.718	5.45	6.799	0.006	-0.001	0.002
Si	-0.002	8.161	6.813	-0.001	0.002	0.001
Si	-2.729	-5.452	6.827	0.004	-0.004	0
Si	-0.003	-2.733	6.807	-0.013	0.011	0.006
Si	1.372	1.354	8.161	-0.002	-0.006	-0.006
Si	4.085	4.073	8.172	-0.003	0.001	-0.002
Si	1.365	6.803	8.165	0.001	0.006	-0.001
Si	4.069	-6.802	8.139	-0.002	-0.007	-0.005
Si	1.367	-4.092	8.154	-0.004	-0.003	-0.009
Si	4.102	-1.359	8.164	0.005	0.011	0.002
Si	6.802	1.358	8.161	0.004	-0.004	-0.002
Si	9.497	4.075	8.16	-0.005	-0.011	-0.004
Si	6.788	6.802	8.16	0	-0.007	-0.004
Si	9.52	-6.784	8.152	0.014	0.005	-0.006
Si	6.803	-4.074	8.146	-0.002	0.004	-0.004
Si	9.511	-1.359	8.16	-0.003	0.003	-0.005
Si	-4.087	1.358	8.157	0.005	0.007	-0.009
Si	-1.355	4.091	8.159	0.012	0.015	-0.003
Si	-4.079	6.806	8.162	0.001	0.003	-0.002
Si	-1.364	-6.809	8.178	-0.014	-0.01	0.001
Si	-4.086	-4.074	8.166	0.008	0.003	0.001
Si	-1.364	-1.379	8.171	-0.012	-0.01	0.009
Si	0.003	-0.007	9.513	-0.006	0	-0.005
Si	2.725	2.713	9.527	0.003	0.001	-0.003
Si	0.003	5.443	9.523	-0.003	0.003	0
Si	2.719	-8.153	9.52	-0.007	0.002	-0.004
Si	0.003	-5.442	9.524	-0.004	0	-0.002
Si	2.729	-2.726	9.509	0	-0.001	-0.007
Si	5.448	0.001	9.529	0.003	0.003	0.002
Si	8.154	2.715	9.53	-0.007	0.004	-0.003
Si	5.438	5.44	9.528	0.002	0.003	-0.003
Si	8.159	-8.155	9.506	-0.004	-0.002	-0.006
Si	5.435	-5.44	9.497	-0.002	-0.008	-0.007
Si	8.153	-2.715	9.518	0.012	-0.003	0.001
Si	-5.445	0	9.52	0	-0.005	-0.002
Si	-2.723	2.725	9.508	0.001	-0.003	-0.002
Si	-5.448	5.438	9.508	0.002	-0.001	-0.003
Si	-2.721	-8.165	9.535	0.008	-0.003	0.008
Si	-5.444	-5.433	9.523	0.005	0.007	-0.005
Si	-2.724	-2.727	9.533	-0.004	-0.001	0.004
Si	1.365	-1.368	10.871	-0.001	-0.003	-0.002
Si	4.084	1.356	10.887	0	-0.003	0.001
Si	1.362	4.078	10.876	-0.007	0.001	-0.005
Si	4.074	-9.517	10.878	-0.001	0.002	0
Si	1.36	-6.801	10.888	0.002	-0.003	0
Si	4.084	-4.086	10.874	0	-0.003	-0.001
Si	6.802	-1.359	10.89	0	0.004	0.001
Si	9.52	1.357	10.888	0.007	0.005	0.001
Si	6.796	4.078	10.886	0.001	-0.003	0.003
Si	9.516	-9.517	10.869	0.002	0	-0.002
Si	6.793	-6.798	10.861	0.005	0.005	-0.002
Si	9.517	-4.069	10.876	-0.004	-0.003	0.002
Si	-4.083	-1.357	10.88	0.008	-0.002	0.001
Si	-1.36	1.362	10.864	-0.003	0.003	-0.002
Si	-4.085	4.081	10.872	0	0.003	-0.001
Si	-1.355	6.798	10.89	0	-0.003	0.003
Si	-4.082	-6.795	10.881	-0.001	-0.001	0.002
Si	-1.357	-4.084	10.887	-0.006	0.002	0.002
Si	2.723	-0.012	12.235	-0.003	0.001	0
Si	5.437	2.721	12.25	-0.002	0.007	0.001
Si	2.718	5.438	12.237	0.001	0.001	0.003
Si	5.438	-8.156	12.229	0.005	0	-0.002
Si	2.722	-5.438	12.244	-0.001	-0.002	0.003
Si	5.44	-2.726	12.241	-0.001	-0.001	0.001
Si	8.16	0.001	12.252	0	-0.008	0.005
Si	10.884	2.72	12.242	0.004	-0.002	0.006
Si	8.162	5.439	12.235	-0.006	-0.003	-0.001
Si	10.874	-8.156	12.231	0.002	0.004	0.002
Si	8.149	-5.432	12.218	0.008	0.002	-0.004
Si	10.876	-2.711	12.241	-0.001	0.004	0.003
Si	-2.718	0.007	12.229	-0.003	0	-0.002
Si	0	2.715	12.227	0.003	0.001	0.001
Si	-2.723	5.437	12.237	0.002	-0.001	0.005
Si	0.006	8.155	12.252	-0.006	0.001	0.007
Si	-2.717	-5.442	12.245	0.005	-0.005	0.004
Si	0.004	-2.718	12.241	-0.005	-0.003	0.001
Si	1.36	1.351	13.583	-0.001	-0.004	0.001
Si	4.069	4.08	13.604	-0.007	0.003	0.006
Si	1.369	6.79	13.61	0.001	-0.006	0.002
Si	4.087	-6.798	13.6	0.001	-0.003	0.007
Si	1.359	-4.079	13.606	-0.004	0.012	0.007
Si	4.077	-1.372	13.602	0.007	-0.008	0.004
Si	6.797	1.364	13.61	-0.01	0.006	0.003
Si	9.522	4.082	13.6	0.01	0	0.004
Si	6.791	-9.525	13.584	0.003	0.005	0.008
Si	9.508	-6.784	13.572	-0.016	0.007	-0.005
Si	6.805	-4.082	13.599	0.007	-0.012	-0.002
Si	9.52	-1.358	13.613	0.004	-0.003	0.008
Si	-4.073	1.358	13.6	0.012	-0.001	-0.002
Si	-1.358	4.072	13.588	-0.005	-0.004	0
Si	-4.083	6.808	13.59	-0.005	0.003	0.001
Si	-1.358	9.516	13.607	0.006	-0.008	0.001
Si	-4.077	-4.069	13.593	0.001	0.001	0.005
Si	-1.352	-1.341	13.59	-0.007	0.007	-0.001
Si	0.01	0.009	14.963	0.002	0.003	0.001
Si	2.708	2.704	14.949	-0.006	-0.002	-0.007
Si	-0.001	5.422	14.956	0.003	-0.006	0.004
Si	2.745	8.146	14.962	0.002	0.001	0
Si	0.003	-5.444	14.966	-0.012	-0.008	-0.006
Si	2.712	-2.719	14.975	-0.003	-0.005	0.001
Si	5.437	-0.01	14.958	-0.007	-0.004	-0.004
Si	8.157	2.73	14.968	-0.004	-0.006	-0.001
Si	5.432	5.441	14.957	0.005	0.001	0.005
Si	8.144	-8.144	14.919	0.008	0.002	-0.007
Si	5.444	-5.434	14.962	0.001	0.005	-0.003
Si	8.164	-2.73	14.969	-0.004	0.005	-0.003
Si	-5.439	0.01	14.967	-0.001	0	-0.002
Si	-2.698	2.707	14.956	0.003	0.003	0.003
Si	-5.434	5.447	14.952	-0.001	0	-0.002
Si	-2.726	8.16	14.962	0	0.005	-0.006
Si	-5.455	-5.426	14.934	-0.003	-0.005	0.002
Si	-2.718	-2.692	14.941	0.009	-0.003	0
O	-5.502	-5.461	-0.504	0.002	0.012	-0.35
O	-6.18	1.257	-5.491	0.415	0.465	-0.573
O	6.988	-5.725	-3.336	0.176	0.188	0.268
O	4.594	1.854	25.921	-0.314	-0.201	0.448
O	2.174	2.684	-3.471	0.152	-0.241	-0.298
O	-3.798	-7.263	-1.258	-0.195	0.122	-0.358
O	7.381	-1.968	25.492	-0.351	-0.528	-0.363
O	-0.282	-2.79	-5.896	0.598	-0.526	0.06
O	-4.21	-0.686	-1.167	0.303	0.164	-0.307
O	-3.948	4.762	23.098	-0.381	0.206	0.504
O	-5.38	5.479	-0.3	-0.041	-0.032	-0.194
O	-2.63	4.804	-3.571	-0.037	0.328	0.228
O	-5.281	-8.105	22.12	-0.034	0.291	0.321
O	-2.352	-8.073	25.972	-0.237	0.072	-0.484
O	-5.307	-0.141	-3.453	-0.15	0.204	-0.053
O	3.989	-0.019	-7.159	0.337	-0.114	-0.045
O	2.838	8.069	-0.331	-0.063	0.02	-0.366
O	-0.428	-7.886	-6.074	-0.081	0.35	0.274
O	2.715	5.372	22.287	0.161	-0.141	0.573
O	8.123	-5.435	22.243	0.131	-0.074	0.244
O	-7.904	-8.065	-3.382	0.092	0.065	-0.319
O	-2.224	6.937	-0.959	-0.192	-0.491	-0.072
O	6.97	-7.318	-1.306	-0.083	-0.497	-0.065
O	3.966	1.733	-1.731	-0.144	-0.036	-0.347
O	-1.583	-4.605	23.073	0.341	-0.198	0.359
O	-5.15	3.941	-3.34	0.05	-0.014	-0.013
O	-0.15	5.455	-0.334	-0.095	-0.001	-0.466
O	0.031	-0.032	-0.329	0.022	0.069	-0.376
O	3.973	-7.167	24.032	0.125	0.166	0.13
O	0.051	-2.795	22.181	0.1	-0.129	0.488
O	-8.099	-1.993	-3.474	0.067	-0.41	-0.291
O	-7.286	5.601	-3.454	-0.778	-0.278	-0.004
O	-2.123	6.738	22.875	-0.256	0.379	0.175
O	3.582	-3.703	-1.223	0.181	-0.052	-0.177
O	3.033	-0.152	25.258	-0.043	0.148	0.706
O	7.98	0.599	-4.06	-0.171	0.181	0.591
O	-6.738	6.576	23.388	0.087	-0.152	0.188
O	5.834	-7.998	-3.653	-0.454	0.131	0.14
O	-1.463	4.29	23.226	-0.043	0.148	-0.34
O	4.771	6.553	-1.212	0.522	0.22	-0.255
O	-3.435	-6.461	22.901	0.204	-0.249	0.208
O	8.149	5.487	25.271	-0.447	-0.054	0.707
O	-0.879	1.711	23.02	0.075	-0.296	0.556
O	6.229	3.731	25.24	-0.268	0.156	-0.236
O	1.538	6.689	-5.405	0.077	-0.062	0.107
O	2.237	6.021	25.937	-0.065	-0.373	-0.423
O	-8.124	-5.658	-7.185	0.357	-0.434	-0.32
O	5.896	7.596	25.147	-0.156	-0.579	0.143
O	7.385	4.452	22.98	0.332	0.198	-0.04
O	1.638	-1.022	-6.323	-0.015	0.373	0.149
O	6.578	6.88	-5.817	0.265	-0.129	0.356
O	-8.074	2.816	-0.549	-0.229	0.042	-0.563
O	1.788	-6.359	22.708	0.264	0.453	-0.061
O	-3.027	1.307	25.535	0.055	-0.292	-0.265
O	0.331	8.089	-3.581	0.22	-0.247	0.142
O	2.89	-2.741	24.893	0.012	-0.079	0.479
O	3.632	-2.03	-3.209	-0.069	0.413	0.238
O	7.664	1.843	-6.307	-0.033	-0.392	-0.164
O	6.498	-6.433	26.06	0.194	0.534	-0.452
O	2.332	-5.396	24.981	-0.261	0.025	0.6
O	-7.366	1.213	22.795	-0.473	-0.232	-0.01
O	-6.533	-3.548	23.033	-0.134	-0.025	0.577
O	1.97	-1.59	-1.204	0.299	-0.042	-0.329
O	0.976	3.572	23.267	0.184	0.016	0.38
O	-7.581	2.993	24.755	0.237	0.223	0.133
O	7.938	-4.134	-5.099	0.224	0.348	0.249
O	-7.221	7.057	-1.224	-0.525	0.378	-0.019
O	-5.957	-5.066	-5.696	0.416	0.262	0.329
O	-3.635	4.855	-6.983	-0.027	-0.044	-0.271
O	1.483	-3.551	-2.805	0.031	-0.345	-0.37
O	5.6	2.753	22.122	0.002	-0.196	0.261
O	-0.85	2.92	25.319	0.298	0.354	0.076
O	-1.617	3.728	-5.778	0.514	-0.499	-0.062
O	-4.144	6.883	-5.386	0.485	0.175	-0.424
O	-6.1	1.231	-1.32	0.151	0.096	-0.185
O	-2.756	0.002	22.268	0.005	-0.03	0.516
O	1.825	-1.073	23.091	0.192	0.239	0.037
O	6.458	4.544	-1.447	0.281	0.134	-0.488
O	3.864	-4.4	23.137	-0.247	-0.136	0.108
O	5.383	-5.428	-0.394	-0.177	-0.034	-0.167
O	-0.543	-4.285	-1.176	0.188	-0.245	-0.022
O	-0.099	-8.095	22.073	-0.088	0.088	0.469
O	0.008	4.26	-3.7	0.21	0.284	-0.13
O	0.036	-5.59	-3.449	-0.116	0.21	-0.751
O	-0.953	-0.243	-5.842	0.063	0.458	-0.106
O	-3.662	0.298	-5.471	0.036	0.315	-0.43
O	8.12	0.457	25.069	-0.05	0.066	0.613
O	-3.022	2.302	-3.247	-0.116	-0.045	-0.67
O	5.885	3.795	-6.354	0.364	0.847	0.203
O	-7.823	8.088	25.282	0.213	0.676	0.094
O	-2.6	-2.667	-0.468	-0.022	0.002	-0.422
O	3.518	4.952	-5.836	-0.115	-0.117	0.056
O	4.7	-4.522	25.665	0.084	0.567	0.037
O	-5.789	-1.307	-5.763	0.4	-0.467	0.045
O	-2.834	7.789	-3.333	0.252	-0.398	-0.519
O	7.885	-1.2	-5.96	-0.416	0.31	-0.471
O	-1.247	-7.124	-1.769	0.223	0.164	0.293
O	-4.56	-6.942	-4.412	0.212	0.506	0.497
O	1.572	-8.049	24.654	-0.439	0.029	-0.385
O	4.708	6.931	22.934	0.118	-0.115	0.465
O	-5.927	4.937	-5.632	-0.205	-0.164	-0.29
O	-2.578	5.72	25.231	-0.396	-0.075	0.205
O	1.099	3.475	-1.36	0.33	-0.248	-0.149
O	1.264	-6.719	-1.509	0.367	0.453	-0.266
O	5.502	5.766	-3.639	0.476	-0.157	-0.272
O	4.073	7.382	-5.306	-0.21	0.483	-0.028
O	-5.408	7.305	-3.103	0.11	-0.117	0.639
O	5.586	-0.216	24.654	0	-0.359	-0.093
O	-3.755	-6.21	-6.76	0.026	-0.426	-0.198
O	-6.075	-7.556	-6.381	-0.309	-0.085	0.493
O	4.614	3.005	-4.166	0.469	-0.24	-0.019
O	5.86	-1.066	-4.281	-0.247	0.409	0.048
O	5.427	-0.059	-0.531	-0.136	-0.241	-0.493
O	5.952	-5.672	-5.794	-0.703	-0.477	0.09
O	6.365	-7.281	23.019	-0.025	0.047	0.593
O	-5.826	6.366	25.953	0.312	0.092	-0.213
O	-2.007	1.365	-1.093	-0.295	0.299	-0.151
O	-4.7	-1.608	23.088	-0.209	0.333	0.216
O	7.396	-1.107	23.01	0.516	0.054	-0.021
O	-3.554	3.901	-1.247	0.45	0.03	0.119
O	3.968	-2.214	-5.785	-0.117	-0.348	-0.156
O	-5.622	1.168	24.719	0.337	-0.175	-0.271
O	0.742	-1.357	25.496	-0.572	0.575	-0.326
O	-5.47	2.829	22.117	0	-0.344	0.396
O	7.098	-1.986	-1.165	-0.328	-0.233	-0.124
O	-7.097	-3.176	-7.106	0.225	0.025	-0.447
O	-2.009	-0.057	-3.434	0.116	-0.302	0.189
O	-0.235	6.745	25.914	0.045	-0.399	0.129
O	-1.083	-3.251	-3.458	-0.173	0.389	0.271
O	-7.289	-3.749	-1.472	-0.21	-0.33	-0.494
O	-4.059	-4.037	23.667	0.081	0.045	-0.023
O	-0.996	6.207	-5.011	-0.317	0.225	-0.299
O	-2.718	-5.577	25.258	-0.308	0.224	0.343
O	-0.311	1.839	-2.981	0.106	-0.079	-0.319
O	5.492	-3.665	-4.146	-0.068	-0.086	0.457
O	-2.185	-4.585	-5.487	0.016	-0.474	0.32
O	3.904	1.296	23.33	-0.548	0.217	0.151
O	5.482	-2.674	22.132	0.082	0.155	0.225
O	3.89	4.301	-2.093	-0.466	0.152	0.507
O	-6.7	-1.247	-1.427	0.122	0.001	0.596
O	-5.636	-2.72	25.334	-0.283	-0.149	0.112
O	-7.484	3.174	-4.334	-0.439	0.117	0.364
O	3.609	2.47	-6.484	-0.603	-0.08	0.299
O	-2.68	-2.039	-5.06	-0.681	-0.072	0.139

Results
total energy: -101658.328 eV
total energy less fixed offsets of O -438.25, Si -107.07 eV per atom: -5.128 eV
